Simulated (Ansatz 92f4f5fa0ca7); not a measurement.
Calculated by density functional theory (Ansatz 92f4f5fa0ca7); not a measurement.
Periodic cell of 223 atoms, Si133O90, from a study of silicon, its oxide and their interface. The atomic structure is a simulated model.
Doubt: the cutoff is far below the 930 eV that the study's wrapper takes by default for these files, so forces and energies are approximate.

Settings: functional PBE; potential files Ansatz PAW; basis plane waves; wave-function cutoff 580 eV; density cutoff ratio 5; exchange-correlation grid ratio 1; k mesh 1 x 1 x 1, Gamma-centred; self-consistency stop 5e-08 eV per atom in the density residual; occupations fixed; spin none; net charge 0.

Cell vectors (angstrom)
a 10.938 0 0
b 0 10.938 0
c 0 0 32.1841

Atoms: element, x, y, z (angstrom)
Si 0.1449 -0.2513 24.832
Si 5.2494 0.0778 24.8448
Si 3.14 2.4505 24.7078
Si 7.852 2.9263 24.6487
Si -0.3032 5.5683 24.5093
Si 5.8267 5.3903 24.5219
Si 2.3283 8.4259 24.7568
Si 8.5769 7.9383 24.9115
Si 1.4014 1.3962 25.9733
Si 6.8107 1.3413 26.0664
Si 4.1945 4.1839 25.8994
Si 9.522 4.0345 25.9337
Si 1.2833 6.7178 25.9632
Si 6.8918 6.8085 26.0689
Si 4.012 9.4787 26.0753
Si 9.6567 9.5142 26.2386
Si 2.7167 0.0072 27.412
Si 8.2107 -0.003 27.4258
Si 0.0024 2.734 27.3476
Si 5.4613 2.7695 27.3916
Si 2.7554 5.4487 27.3318
Si 8.238 5.4213 27.4077
Si 0.0693 8.1087 27.4769
Si 5.4735 8.1743 27.396
Si 4.1018 1.3673 28.7659
Si 9.5708 1.3673 28.7659
Si 1.3673 4.1018 28.7659
Si 6.8362 4.1018 28.7659
Si 4.1018 6.8362 28.7659
Si 9.5708 6.8362 28.7659
Si 1.3673 9.5708 28.7659
Si 6.8362 9.5708 28.7659
Si 0 0 30.1331
Si 5.469 0 30.1331
Si 2.7345 2.7345 30.1331
Si 8.2035 2.7345 30.1331
Si 0 5.469 30.1331
Si 5.469 5.469 30.1331
Si 2.7345 8.2035 30.1331
Si 8.2035 8.2035 30.1331
Si 1.3673 1.3673 31.5004
Si 6.8362 1.3673 31.5004
Si 4.1018 4.1018 31.5004
Si 9.5708 4.1018 31.5004
Si 1.3673 6.8362 31.5004
Si 6.8362 6.8362 31.5004
Si 4.1018 9.5708 31.5004
Si 9.5708 9.5708 31.5004
Si 2.7345 0 0.6835
Si 8.2035 0 0.6835
Si 0 2.7345 0.6835
Si 5.469 2.7345 0.6835
Si 2.7345 5.469 0.6835
Si 8.2035 5.469 0.6835
Si 0 8.2035 0.6835
Si 5.469 8.2035 0.6835
Si 4.1018 1.3673 2.0507
Si 9.5708 1.3673 2.0507
Si 1.3673 4.1018 2.0507
Si 6.8362 4.1018 2.0507
Si 4.1018 6.8362 2.0507
Si 9.5708 6.8362 2.0507
Si 1.3673 9.5708 2.0507
Si 6.8362 9.5708 2.0507
Si 0 0 3.418
Si 5.469 0 3.418
Si 2.7345 2.7345 3.418
Si 8.2035 2.7345 3.418
Si 0 5.469 3.418
Si 5.469 5.469 3.418
Si 2.7345 8.2035 3.418
Si 8.2035 8.2035 3.418
Si 1.3556 1.4491 4.8974
Si 6.8248 1.3701 4.8705
Si 4.0194 4.1419 4.7589
Si 9.5432 4.0733 4.7823
Si 1.4231 6.8394 4.7803
Si 6.8246 6.824 4.7278
Si 4.0919 9.6108 4.8752
Si 9.5457 9.6278 4.6458
Si 2.7554 0.1522 6.3564
Si 8.2689 -0.1187 6.1634
Si -0.0729 2.879 6.357
Si 5.3787 2.8059 6.1658
Si 2.477 5.2342 6.157
Si 8.1475 5.4246 6.0866
Si 0.0094 8.377 5.9463
Si 5.4554 8.0989 6.1536
Si 4.0223 1.6933 7.7839
Si 9.7293 1.1469 7.5994
Si 0.245 4.6431 7.9883
Si 6.5636 4.3266 7.4885
Si 4.2136 6.3736 7.2556
Si 9.5174 6.9975 7.1106
Si 1.1134 9.8243 7.4982
Si 7.2696 9.053 7.4023
O 9.5771 6.8107 24.2136
O 4.1813 1.224 24.359
O 8.4281 7.9735 7.9213
O 3.1708 2.5735 8.9237
O 6.8351 4.1316 24.1231
O 2.8636 7.7415 23.3694
O 5.4179 5.435 7.9166
O 0.1936 0.1368 8.523
O 7.0726 3.6019 8.889
O 6.751 9.7159 8.8099
O 10.7255 6.2081 7.936
O 1.5503 8.8473 8.7465
O 5.1308 0.8908 8.7224
O 1.3995 4.5253 9.1026
O 8.7854 1.5197 8.885
O 3.425 6.9241 8.5907
O 7.9979 8.7912 23.6599
O 8.3454 2.1981 23.2552
O 5.5111 6.2759 23.14
O 2.8449 3.0023 23.1828
O 12.1942 -1.3443 24.2737
O 0.0712 4.8958 23.0228
O 4.0633 7.4277 21.1352
O 11.0065 21.0848 20.7313
Si 5.4496 4.8785 16.6114
Si 0.583 8.801 20.0104
Si 6.1187 9.3538 12.0712
Si 13.4285 4.9061 12.6627
Si 8.7926 3.0395 12.708
Si 9.9579 0.0471 12.6761
Si 2.0589 3.2938 9.8953
Si 2.6153 -3.7004 21.8463
Si 17.7576 7.088 15.4565
Si 7.1319 11.1737 18.5832
Si 8.5341 3.1088 9.462
Si 3.5396 13.1362 13.9922
Si 5.8793 0.5055 14.2793
Si 7.0193 5.9992 19.1929
Si 0.8393 4.8018 21.5557
Si 13.7207 -0.941 18.1709
Si 3.3901 2.8526 17.0305
Si 5.3463 10.3365 9.3109
Si 9.5669 6.6106 16.4699
Si 16.5022 7.0666 21.6866
Si 9.8397 4.8339 19.0152
Si 1.9544 -0.3016 12.6691
Si 5.257 20.5729 16.5285
Si 8.5069 8.1614 12.8952
Si 11.488 0.5431 10.2135
Si 7.0324 9.6092 22.6718
Si 11.3495 11.714 20.823
Si -0.5409 -5.1853 13.4956
Si 4.483 1.2059 19.5388
Si 3.0046 8.3117 9.2663
Si 1.0433 1.3853 17.7618
Si 3.4382 7.9271 12.3631
Si 2.5478 2.3372 21.7266
Si 7.3852 2.7725 15.2516
Si 8.8501 8.4858 18.531
Si 9.073 0.9269 22.5512
Si 9.2916 2.2622 17.445
O 6.2322 8.3716 16.2524
O 5.0698 1.7582 13.5902
O 13.1354 5.6788 21.74
O 6.5557 10.4706 13.1716
O 2.6055 9.1809 13.0854
O 1.6753 0.9539 21.858
O 2.9284 8.0323 10.8373
O 3.598 -0.1715 19.3717
O 10.3752 -4.6801 15.0788
O 9.6409 -3.9546 12.6575
O 3.9009 4.3989 16.8506
O 8.2484 9.9828 18.8374
O 9.4474 8.1911 16.9931
O 14.4057 2.0546 15.6085
O 7.5178 7.6473 14.0979
O 11.9382 5.4678 13.0435
O 5.0097 8.2783 12.5936
O 6.2263 6.0598 20.6043
O 9.9638 14.2293 18.5145
O 5.5716 6.0197 15.4236
O 7.6034 7.4767 18.821
O 1.657 8.9942 18.7893
O 12.3893 3.3677 21.0814
O 8.4552 3.0881 11.1096
O 10.1227 -2.8095 19.5038
O -0.1579 -5.7473 20.3068
O 6.0935 10.6429 17.4666
O 3.322 6.3341 12.7646
O 6.0791 0.797 19.747
O 10.2081 5.7609 17.7069
O 1.7965 -0.2012 10.9935
O 8.2758 5.0015 19.4238
O 6.2257 14.4896 16.0696
O 11.8207 1.2763 19.3654
O 7.5074 14.2146 13.6973
O 4.9107 10.4621 15.1639
O 9.7404 4.3006 13.1407
O 8.7889 2.9879 16.0683
O 7.9961 6.213 16.2014
O 4.305 2.1222 18.1846
O 4.0714 9.4562 8.8143
O 5.4259 -0.6639 10.9224
O 9.962 12.439 21.3026
O 1.8086 2.8029 17.4501
O 10.1314 0.2567 23.5945
O 6.392 8.4903 21.6713
O 2.5858 4.0543 11.2475
O -1.5644 1.5281 13.0793
O 2.6832 11.9991 13.1839
O -0.4154 23.1341 17.0444
O 7.9736 10.7731 21.9991
O 7.0499 1.1683 15.2015
O 1.9851 0.1498 17.244
O 9.7207 3.9398 8.7097
O 14.791 9.18 17.2377
O 0.4847 -0.1716 13.3443
O 10.1409 0.1175 11.0227
O 7.4544 -2.4601 11.6597
O 0.8964 2.1407 10.2115
O 3.8962 2.0533 20.829
O 16.748 10.332 23.4593
O 1.3557 7.9801 21.1605
O 6.0066 5.4383 18.0419
O 14.0384 3.7542 13.6769
O 8.0151 1.5161 18.1154
O 9.1827 -1.303 13.1683

Results
free energy: -135731.762 eV
free energy less fixed offsets of O -568.88, Si -635.61 eV per atom: 3.568 eV

Forces (eV/angstrom), in the order of the atoms: element, x, y, z
Si 0.0084 -0.0052 0.0038
Si -0.0017 0.0044 0.0069
Si 0.004 -0.0044 0.0144
Si -0.0004 0.0053 0.0105
Si -0.0025 0.0073 0.0201
Si 0.0027 -0.0126 0.0104
Si -0.0032 0.0042 0.0119
Si 0.0057 -0.0042 -0.0012
Si -0.0026 0.0039 -0.0007
Si 0.0016 -0.0018 -0.0033
Si -0.0017 0.0033 -0.0019
Si 0.0022 -0.0021 -0.004
Si 0.0039 -0.0003 -0.0044
Si -0.0029 0.0025 0.0005
Si 0.0032 -0.0025 -0.0035
Si -0.0006 0.0028 -0.0007
Si 0.0001 -0.0019 -0.0012
Si 0.0005 -0.0011 -0.0018
Si -0.0008 0.0011 -0.0005
Si -0.0004 0.0004 -0.002
Si -0.0015 -0.0023 -0.0042
Si 0.0015 -0.0036 -0.0024
Si 0.0001 -0.0012 -0.0038
Si -0.0023 0.0009 -0.0006
Si -0.0521 0.1865 -0.0414
Si 0.1474 0.1417 -0.0639
Si 0.0784 0.0111 -0.4039
Si 0.092 -0.1015 0.1557
Si -0.1067 -0.195 -0.1621
Si -0.0553 -0.3543 0.3906
Si 0.2194 -0.1138 0.3301
Si -0.1524 -0.0215 -0.0026
Si -0.0437 -0.0526 -0.0115
Si 0.0032 -0.0039 -0.0208
Si -0.0337 -0.0514 -0.0252
Si -0.028 0.0489 0.0083
Si -0.1015 0.0359 0.0189
Si -0.0183 -0.0126 -0.0222
Si 0.0563 0.1344 0.0148
Si -0.0083 -0.0655 -0.0282
Si 0.0426 0.0305 0.0046
Si 0.0233 -0.0196 -0.0232
Si 0.015 0.0034 -0.0116
Si 0.0839 -0.0344 -0.023
Si 0.0302 -0.0229 -0.0385
Si -0.0254 0.0296 -0.004
Si -0.0049 -0.0592 -0.0142
Si -0.032 0.0014 -0.0109
Si 0.0395 -0.0888 -0.0172
Si -0.0125 -0.0113 0.0401
Si -0.1441 0.0865 -0.0044
Si 0.0047 0.0095 0.0329
Si -0.028 0.0425 0.03
Si 0.0401 -0.0341 -0.0158
Si -0.0226 -0.0101 0.0338
Si -0.049 0.0342 -0.0005
Si -0.0994 -0.0125 0.0285
Si 0.1007 0.0141 -0.0228
Si 0.0102 -0.0878 0.0248
Si -0.0997 0.0335 0.0042
Si 0.1615 0.0578 0.0031
Si -0.066 -0.0452 -0.0076
Si 0.182 0.104 0.0361
Si -0.01 -0.1291 0.0077
Si 0.4597 0.8891 -0.2098
Si 0.0086 0.0245 0.5298
Si -0.0647 -0.1394 -0.0365
Si -0.2176 -0.3273 0.1367
Si -0.0212 0.1471 0.2844
Si -0.2403 -0.2387 -0.3309
Si 0.1875 0.3557 0.1737
Si -0.1789 -0.1521 -0.5584
Si -0.1642 0.1404 0.0876
Si 0.0072 -0.0149 -0.0161
Si 0.078 0.0418 -0.0705
Si -0.013 -0.0109 0.0286
Si 0.0636 0.0149 -0.0359
Si -0.0251 0.0304 0.0204
Si 0.006 -0.0153 0.0158
Si -0.0234 0.0048 0.0012
Si 0.0267 -0.0141 -0.0043
Si 0.0265 0.0236 0.0464
Si 0.2954 -0.1968 -0.1444
Si 0.0035 -0.0349 0.0099
Si 0.2213 0.0416 -0.0818
Si -0.0473 0.0379 -0.0349
Si 0.0071 -0.0083 -0.012
Si 0.0356 0.0475 0.0288
Si 0.0333 -0.0739 -0.0697
Si -0.04 -0.1467 -0.4498
Si -1.4965 -1.4537 -0.4129
Si -0.1486 0.0577 -0.2702
Si -0.0276 0.0199 -0.1624
Si -0.0767 0.1057 -0.1239
Si 0.0051 -0.0144 -0.0616
Si -0.0965 0.0334 -0.0603
O 0.0012 -0.0019 0.0009
O -0.0019 0.0018 0.0003
O 0.068 -0.0354 0.0344
O -0.098 0.101 0.1387
O 0.0008 0.0012 0.0001
O 0.0028 -0.0112 -0.0315
O 0.1244 -0.1062 0.0525
O -0.0121 0.014 0.1219
O 0.5415 0.0991 0.2701
O -0.0566 0.0231 0.0394
O -0.081 0.1218 0.3417
O 0.0126 0.0027 0.0314
O 0.0167 -0.0572 0.0649
O -0.0992 0.1362 0.2415
O -0.1386 1.0143 0.6961
O -0.0399 0.0404 0.0823
O -0.0104 0.0106 -0.0162
O 0.0087 -0.0142 -0.0199
O -0.002 0.0156 -0.0332
O -0.0058 -0.0024 -0.0385
O 0.0013 -0.0003 0.0019
O 0.0112 -0.0083 -0.0405
O 0.0022 -0.0008 -0.0124
O 0.0026 -0.0079 -0.0124
Si -0.0107 0.0142 0.0217
Si 0.0091 -0.0013 0.0315
Si -0.0434 0.014 -0.0465
Si 0.0517 0.0028 0.0144
Si 0.0536 -0.0198 0.2097
Si 0.0283 -0.0399 -0.0166
Si 0.3066 -0.1603 0.0473
Si 0.0108 -0.001 0.0315
Si -0.0159 0.0046 0.0145
Si -0.0017 -0.0038 0.0225
Si 0.3085 -0.4343 -0.5611
Si -0.0103 -0.0099 0.0053
Si -0.0219 -0.0188 -0.0029
Si -0.0031 0.0037 0.0404
Si 0.0064 0.0003 0.0429
Si -0.0056 -0.003 0.0197
Si -0.0025 -0.0057 0.0215
Si 0.0357 0.0191 -0.1161
Si -0.0057 0.0056 0.0499
Si -0.0054 0.0065 0.0395
Si 0.0117 0.0057 0.0368
Si 0.0186 -0.0112 -0.0229
Si -0.0086 0 0.0158
Si -0.0439 0.0412 0.0092
Si 0.0183 -0.0764 -0.0608
Si -0.0007 0.0011 0.0244
Si -0.0057 0.0031 0.0337
Si 0.0253 0.0569 0.0607
Si -0.0068 0.0043 0.0297
Si 0.0045 -0.0205 -0.0815
Si 0.0041 -0.0065 0.0241
Si -0.0006 0.0183 -0.0471
Si -0.003 0.0126 0.036
Si -0.0081 -0.0171 0.069
Si 0.0035 0.0006 0.0265
Si -0.0068 0.0023 0.0312
Si 0.0106 -0.007 0.0294
O 0.0072 -0.0101 -0.0082
O 0.0066 0.003 0.0008
O -0.0025 -0.0033 -0.0104
O 0.0133 0.0101 0.0098
O -0.008 0.0032 0.0078
O -0.0032 -0.0054 -0.0143
O 0.0023 -0.0091 0.0612
O -0.0016 -0.0043 -0.011
O 0.0057 -0.0156 -0.0471
O 0.0117 -0.0216 -0.0296
O 0.0058 0.0009 -0.0041
O -0.002 0.0012 -0.0094
O 0.0038 -0.0115 -0.023
O 0.0048 -0.003 -0.0181
O 0.0204 -0.0016 -0.0158
O -0.0268 0.0024 -0.0146
O 0.0055 -0.0066 0.0167
O 0.0148 -0.0109 -0.0335
O -0.0059 -0.0127 -0.0175
O 0.0068 0.0009 -0.006
O 0.0048 0.0025 -0.0113
O 0.0093 0.0049 -0.016
O -0.0012 -0.0011 -0.0118
O 0.144 0.1411 -0.3838
O -0.0143 -0.002 -0.0166
O -0.0178 -0.002 -0.0319
O -0.0034 -0.0047 -0.0127
O -0.0119 -0.0203 0.003
O 0.0071 -0.003 -0.0139
O -0.0022 0.0108 -0.027
O -0.0137 0.0099 0.0107
O 0.0012 -0.0014 -0.0111
O 0.0156 -0.0148 -0.0188
O 0.0045 0.003 -0.0345
O 0.0014 0.0075 -0.0692
O 0.0064 0.012 -0.0113
O -0.0403 -0.0568 -0.0751
O -0.0103 0.0053 -0.0304
O 0.0019 -0.0028 -0.01
O -0.0032 0.0094 -0.0191
O 0.0215 0.016 0.0169
O 0.0087 -0.0041 0.0298
O 0.0126 0.0002 -0.0201
O 0.0043 0.0043 -0.007
O -0.0127 0.008 -0.0213
O -0.0039 -0.0091 -0.0143
O -0.0222 -0.0143 -0.0542
O -0.0332 0.0649 -0.0217
O -0.0026 0.0047 0.0054
O -0.0089 0.0019 -0.0099
O 0.0021 0.0006 -0.0125
O 0.0088 0.0131 -0.008
O -0.0012 0.0035 -0.0089
O 0.2006 0.5081 0.7364
O 0.0128 -0.0015 -0.0102
O -0.0272 0.0083 0.0026
O -0.0231 0.022 0.0159
O 0.0337 -0.0248 0.0064
O 0.008 0.0436 -0.0007
O 0.0146 -0.0103 -0.0257
O 0.0103 -0.009 -0.0186
O -0.0128 0.0089 -0.0209
O -0.0074 -0.0086 -0.0232
O -0.0077 0.0106 -0.0081
O 0.0067 0.0074 -0.0127
O 0.0021 -0.0065 -0.0026

The program warned: the cutoff lies below the one the program advises for these potential files; the exchange-correlation potential is rough where the density is thin.
